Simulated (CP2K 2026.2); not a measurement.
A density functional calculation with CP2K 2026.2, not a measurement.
Periodic cell of 534 atoms, Si358O176, from a study of silicon, its oxide and their interface. The atomic structure is a simulated model.
Doubt: the forces sum to 4.05 eV/angstrom along one axis rather than to zero, so they err by at least 0.0076 eV/angstrom per atom on average; the grid cutoff is modest.

Settings: functional PBE; method Gaussian and plane waves; basis set DZVP-MOLOPT-SR-GTH; pseudopotentials GTH-PBE; grid cutoff 350 Ry, relative cutoff 50 Ry; k points Gamma only; occupations fixed; spin none; net charge 0.

Cell vectors (angstrom)
a 16.4025 0 0
b 0 16.4025 0
c 0 0 35.2005

Atoms and the computed forces on them: element, x, y, z (angstrom), force x, y, z (eV/angstrom)
Si 0.319 16.226 34.888 -0.233 0.169 0.008
Si 2.26 3.031 35.158 -0.184 0.263 -0.13
Si 0.043 5.101 0.407 0.159 0.006 -0.261
Si 2.274 8.732 0.228 -0.281 -0.139 0.334
Si 0.05 11.124 0.078 0.057 -0.264 0.374
Si 2.475 13.891 34.859 0.074 -0.036 0.287
Si 5.737 16.389 34.76 -0.117 0.006 0.231
Si 8.7 2.547 35.029 -0.389 0.334 0.122
Si 5.145 5.813 34.871 0.222 -0.259 0.03
Si 7.895 8.65 35.112 0.031 0.112 -0.028
Si 5.474 10.648 35.028 0.12 -0.016 0.155
Si 7.851 14.019 34.743 -0.015 -0.014 0.105
Si 11.499 15.967 35.116 -0.26 -0.137 0.303
Si 13.399 3.065 0.446 -0.106 -0.071 -0.354
Si 11.165 5.352 0.181 0.216 0.03 0.069
Si 13.262 8.287 34.923 -0.008 0.154 0.354
Si 11.177 10.698 34.983 -0.091 -0.047 0.296
Si 13.64 13.543 35.19 -0.12 0.046 0.012
Si 1.289 1.362 1.279 -0.098 -0.029 -0.187
Si 4.06 4.171 1.064 -0.114 0.016 -0.093
Si 1.305 6.859 1.379 -0.071 0.096 -0.387
Si 4.098 9.602 1.422 -0.092 0.01 -0.254
Si 1.392 12.541 1.348 0.075 0.057 -0.421
Si 4.126 15.127 0.955 -0.009 0.062 -0.259
Si 7.003 1.337 1.078 0.036 0.059 -0.18
Si 9.478 4.199 1.299 0.142 -0.157 -0.184
Si 6.692 6.963 1.122 0.027 0.02 -0.204
Si 9.497 9.742 1.25 0.17 -0.098 -0.247
Si 6.702 12.413 0.985 0.039 -0.09 -0.218
Si 9.538 15.021 1.013 0.121 0.02 -0.243
Si 12.241 1.278 1.414 0.22 0.075 -0.125
Si 15.01 3.988 1.825 0.162 0.082 -0.077
Si 12.278 6.953 1.432 0.142 -0.216 -0.176
Si 14.849 9.602 1.134 0.009 0.019 -0.496
Si 12.32 12.16 1.316 -0.159 -0.231 -0.342
Si 15.117 15.032 1.131 0.155 0.138 -0.29
Si 0.016 2.546 2.879 -0.119 -0.155 0.2
Si 2.794 0.029 2.505 -0.003 -0.086 -0.011
Si 16.261 8.27 2.619 0.042 -0.036 0.057
Si 2.769 5.479 2.631 -0.001 0.072 -0.07
Si 16.399 13.803 2.683 0.05 0.022 0.113
Si 2.739 11.081 2.638 -0.039 0.001 0.36
Si 5.509 2.755 2.406 0.052 0.048 -0.146
Si 8.241 16.375 2.529 0.076 -0.139 0.02
Si 5.437 8.198 2.693 -0.046 0.053 0.088
Si 8.061 5.572 2.546 -0.008 0.037 0.045
Si 5.401 13.731 2.458 -0.051 0.062 -0.08
Si 8.112 11.119 2.534 -0.039 0.068 -0.059
Si 10.831 2.735 2.667 -0.068 -0.09 0.163
Si 13.73 16.348 2.647 -0.029 0.002 -0.039
Si 10.816 8.3 2.672 -0.055 0.036 -0.036
Si 13.639 5.556 2.841 -0.089 0.302 0.215
Si 10.846 13.607 2.5 0.063 0.159 0.024
Si 13.631 10.871 2.706 -0.008 -0.105 0.022
Si 1.408 4.081 4.022 0.046 -0.002 -0.004
Si 4.156 1.411 3.869 -0.015 -0.096 0.014
Si 1.318 9.646 3.958 -0.023 -0.036 -0.207
Si 4.079 6.842 4.045 0.026 -0.148 0.03
Si 1.429 15.114 4.003 -0.089 0.058 -0.13
Si 4.128 12.403 3.988 -0.137 -0.034 -0.122
Si 6.78 4.114 3.902 -0.023 0.046 -0.037
Si 9.519 1.323 4.006 -0.031 0.207 -0.053
Si 6.822 9.653 3.946 0.021 -0.044 -0.068
Si 9.47 6.863 3.975 0.034 0.074 -0.009
Si 6.814 15.036 3.877 0.037 0.019 -0.036
Si 9.504 12.355 3.986 -0.048 0.034 -0.066
Si 12.225 4.101 4.059 -0.02 0.03 -0.151
Si 14.985 1.259 4.155 0.209 -0.15 0.063
Si 12.234 9.577 4.075 -0.009 0.013 -0.032
Si 15.028 6.916 4.133 -0.103 0.059 -0.139
Si 12.264 14.969 3.928 -0.009 0.015 -0.18
Si 15.029 12.325 3.985 0.023 -0.032 -0.022
Si 16.401 16.398 10.8 0.015 -0.001 0.004
Si 2.724 2.738 10.796 0.004 0.005 -0.005
Si 16.399 5.451 10.827 0.036 -0.019 0.011
Si 2.737 8.182 10.844 0.028 -0.026 0.006
Si 16.386 10.926 10.856 -0.04 -0.001 0.003
Si 2.718 13.674 10.84 -0.033 0.014 -0.008
Si 5.46 0.009 10.846 -0.019 0.004 0.006
Si 8.183 2.75 10.848 -0.007 0.014 0.005
Si 5.457 5.47 10.813 0.008 -0.011 0.008
Si 8.18 8.201 10.802 -0.008 -0.008 -0.002
Si 5.467 10.924 10.837 0.019 -0.018 0
Si 8.207 13.658 10.84 0.056 -0.032 -0.004
Si 10.937 16.395 10.844 0.027 -0.005 0.004
Si 13.674 2.711 10.82 0.031 -0.032 0.007
Si 10.912 5.469 10.826 -0.03 0.025 0.002
Si 13.645 8.198 10.84 -0.027 0.018 0.014
Si 10.925 10.929 10.817 0.008 -0.001 0.001
Si 13.659 13.66 10.821 0.033 -0.004 -0.001
Si 1.366 1.366 12.153 -0.008 0.014 -0.013
Si 4.08 4.101 12.161 -0.03 -0.039 -0.024
Si 1.373 6.796 12.209 -0.052 0.02 0.01
Si 4.123 9.535 12.211 -0.035 0.03 0.002
Si 1.35 12.304 12.213 0.032 -0.002 0.005
Si 4.079 15.049 12.205 0.029 -0.016 0.007
Si 6.812 1.386 12.216 0.03 0.019 0.011
Si 9.55 4.121 12.216 0.062 -0.003 -0.001
Si 6.834 6.829 12.172 0.01 0.025 -0.016
Si 9.562 9.549 12.162 -0.012 -0.004 -0.023
Si 6.857 12.27 12.205 -0.027 0.025 0.003
Si 9.589 15.006 12.21 -0.048 -0.004 -0.002
Si 12.328 1.346 12.211 -0.028 0.001 0.006
Si 15.053 4.062 12.197 -0.035 0.025 0.012
Si 12.273 6.831 12.206 0.029 -0.019 0.02
Si 15.013 9.553 12.224 0.035 0.006 0.019
Si 12.308 12.277 12.179 -0.025 0.013 -0.024
Si 15.038 15.028 12.164 -0.023 -0.009 -0.017
Si 0.042 2.696 13.572 0.071 -0.075 -0.024
Si 2.699 0.032 13.561 -0.059 0.026 -0.008
Si 16.39 8.157 13.558 0.045 -0.019 -0.031
Si 2.742 5.416 13.584 0.071 -0.016 0.019
Si 16.367 13.681 13.569 -0.042 0.035 0.019
Si 2.734 10.911 13.538 -0.024 0 -0.05
Si 5.411 2.763 13.562 -0.06 0.073 -0.009
Si 8.202 16.393 13.53 0.042 -0.052 -0.013
Si 5.505 8.159 13.585 0.037 -0.042 0.013
Si 8.176 5.503 13.586 -0.033 0.012 0.021
Si 5.469 13.658 13.52 -0.003 -0.01 -0.051
Si 8.237 10.884 13.57 0.068 -0.036 0.001
Si 10.949 2.74 13.537 -0.059 0.007 -0.042
Si 13.715 16.369 13.576 0.045 -0.032 0.013
Si 10.888 8.202 13.573 -0.044 0.071 -0.007
Si 13.66 5.435 13.527 0 0.01 -0.048
Si 10.982 13.631 13.57 0.06 -0.07 0.011
Si 13.633 10.925 13.593 -0.004 0.023 0.029
Si 1.423 4.014 14.983 -0.105 0.05 0.043
Si 4.035 1.414 14.948 0.082 -0.034 0.032
Si 1.37 9.532 14.889 0.028 0.022 -0.046
Si 4.138 6.77 14.938 -0.096 0.023 -0.026
Si 1.316 15.081 14.921 0.066 -0.053 -0.015
Si 4.129 12.27 14.867 0.006 0.002 -0.023
Si 6.753 4.158 14.917 0.038 -0.081 -0.055
Si 9.594 1.347 14.863 0.091 0.104 -0.076
Si 6.919 9.485 14.963 -0.062 0.059 0.042
Si 9.528 6.871 14.99 0.072 -0.027 0.059
Si 6.812 15.038 14.877 -0.017 -0.016 -0.012
Si 9.637 12.231 14.924 -0.048 0.067 -0.03
Si 12.309 4.094 14.918 0.015 0.01 0.026
Si 15.111 1.313 14.946 -0.035 0.013 0.046
Si 12.246 9.552 14.958 0 -0.067 0.013
Si 15.033 6.756 14.904 -0.044 -0.001 0.007
Si 12.385 14.966 14.946 -0.12 0.011 0.032
Si 14.997 12.316 14.952 0.034 -0.022 0.027
Si 0.033 16.398 16.456 -0.048 0.013 0.116
Si 2.759 2.71 16.511 0 -0.017 0.082
Si 0.001 5.375 16.265 0.174 -0.041 -0.011
Si 2.765 8.166 16.216 0.11 -0.076 0.034
Si 16.37 10.881 16.211 -0.037 0.041 0.054
Si 2.724 13.663 16.133 -0.125 0.107 0.087
Si 5.409 0.006 16.217 -0.035 0.09 0.042
Si 8.13 2.704 16.104 -0.12 0.143 0.047
Si 5.449 5.469 16.445 0.032 -0.006 0.083
Si 8.221 8.181 16.53 0.007 0 0.109
Si 5.526 10.898 16.201 0.052 -0.021 0.058
Si 8.239 13.656 16.14 0.155 -0.142 0.053
Si 11.031 0.015 16.194 -0.009 -0.146 0.029
Si 13.742 2.725 16.218 -0.014 -0.088 0.022
Si 10.918 5.464 16.273 -0.002 0.074 0.05
Si 13.601 8.09 16.219 -0.032 0.102 0.08
Si 10.941 10.906 16.437 0.028 -0.018 0.004
Si 13.702 13.646 16.471 0.047 0.022 0.053
Si 1.389 1.326 17.956 0.015 -0.082 0.119
Si 4.149 4.108 17.93 -0.042 0.018 0.12
Si 1.398 6.771 17.529 0.068 -0.067 -0.288
Si 4.209 9.486 17.548 0.112 -0.084 -0.197
Si 1.383 12.286 17.466 0.073 0.082 -0.316
Si 4.004 15.041 17.533 -0.204 -0.027 -0.121
Si 6.776 1.414 17.52 0.01 0.064 -0.18
Si 9.424 4.072 17.451 -0.128 -0.034 -0.357
Si 6.783 6.796 17.934 -0.018 0.098 0.037
Si 9.633 9.582 17.95 -0.03 -0.009 0.032
Si 6.935 12.271 17.508 0.072 -0.047 -0.189
Si 9.592 15.059 17.442 0.155 0.058 -0.313
Si 12.464 1.325 17.573 0.267 -0.085 -0.196
Si 15.096 3.986 17.673 0.036 -0.058 -0.047
Si 12.304 6.764 17.714 -0.017 -0.055 0.024
Si 14.947 9.488 17.513 -0.066 -0.023 -0.39
Si 12.308 12.254 17.855 -0.035 -0.053 0.052
Si 15.094 15.03 17.905 0.047 -0.044 0.017
Si 0.007 2.82 19.305 0.118 -0.013 0.184
Si 2.769 16.173 19.251 0.048 -0.076 0.173
Si 16.322 8.079 18.719 -0.054 -0.018 0.178
Si 2.667 5.631 19.141 -0.004 0.053 0.157
Si 0.183 13.479 19.075 -0.035 -0.029 0.192
Si 2.797 10.905 18.671 0.02 0.098 0.058
Si 5.606 2.59 19.211 0.045 -0.022 0.274
Si 8.156 16.397 18.698 0.144 0.016 0.403
Si 5.412 8.343 19.279 -0.128 0.081 0.234
Si 8.169 5.186 19.103 0.131 -0.172 0.237
Si 5.492 13.676 18.633 0.074 0.002 0.203
Si 8.176 11.113 19.173 -0.091 0.207 0.374
Si 10.813 2.605 18.523 0.077 0.176 0.476
Si 13.792 0.18 19.266 -0.086 0.027 0.284
Si 11.05 8.09 19.297 0.209 -0.083 0.189
Si 13.692 5.264 18.997 -0.268 0.008 0.297
Si 10.879 13.864 18.965 -0.211 0.034 0.194
Si 13.734 10.686 19.11 0.026 -0.037 0.182
Si 1.083 4.576 20.542 -0.134 0.172 -0.273
Si 4.47 0.897 20.447 0.224 -0.316 -0.134
Si 1.283 9.587 19.799 0.03 0.02 0.794
Si 3.455 7.484 20.44 -0.026 0.066 0.052
Si 1.942 14.209 20.553 0 -0.167 0.076
Si 4.29 12.201 19.916 0.043 -0.057 0.357
Si 7.437 3.37 20.667 -0.014 -0.029 0.104
Si 9.654 1.222 20.008 -0.13 -0.186 -0.071
Si 6.52 10.109 20.594 -0.022 0.16 -0.195
Si 9.883 6.241 20.259 -0.025 0.114 0.181
Si 6.678 15.149 19.991 -0.178 0.039 0.193
Si 8.996 13.149 20.267 0.058 -0.118 -0.033
Si 11.933 3.954 20.013 0.075 0.065 -0.301
Si 15.221 1.553 20.983 0.048 0.017 -0.509
Si 12.937 8.974 20.673 -0.065 -0.021 -0.091
Si 15.133 6.687 20.214 0.096 -0.078 0.304
Si 11.974 15.495 20.325 -0.132 0.121 0.124
Si 15.551 11.684 20.215 0.155 -0.128 0.34
Si 15.882 0.564 23.593 0.12 -0.094 0.337
Si 5.97 3.766 23.521 0.059 0.027 0.223
Si 1.672 15.427 25.317 0.066 -0.085 0.114
Si 3.806 10.924 23.967 -0.136 0.099 0.245
Si 14.965 12.26 23.229 0.08 -0.107 0.129
Si 16.177 2.537 25.954 0.069 0.005 0.253
Si 3.161 2.972 22.52 -0.074 -0.047 -0.231
Si 9.875 3.982 26.451 -0.111 0.077 -0.093
Si 11.625 4.927 24.292 -0.223 -0.08 0.213
Si 7.096 8.95 26.106 -0.043 -0.084 0.232
Si 8.369 9.629 23.191 -0.131 -0.063 0.1
Si 9.996 12.38 23.067 0.107 -0.014 0.21
Si 13.493 14.94 23.061 -0.061 -0.241 0.09
Si 12.668 4.448 26.961 0.166 -0.021 0.132
Si 9.487 6.906 23.182 -0.09 -0.07 0.341
Si 16.187 8.374 26.751 0.037 0.049 0.078
Si 12.44 10.646 23.437 0.05 0.115 0.138
Si 2.536 8.785 25.62 -0.153 -0.05 0.122
Si 2.333 0.984 30.402 -0.163 0.037 -0.287
Si 5.673 5.792 29.646 -0.108 0.053 -0.144
Si 2.021 10.571 30.087 -0.077 -0.069 -0.26
Si 4.22 8 23.264 -0.037 0.02 0.368
Si 13.751 10.146 27.584 0.021 0.027 -0.027
Si 3.697 12.245 28.319 0.012 -0.012 -0.124
Si 5.722 16.05 27.862 -0.079 -0.049 0.021
Si 7.34 4.441 27.645 -0.043 0.122 -0.008
Si 11.177 10.512 26.104 -0.022 0.046 0.264
Si 5.868 11.729 26.012 0.118 -0.1 0.096
Si 8.996 12.959 25.78 -0.034 -0.14 0.125
Si 12.72 2.648 22.561 -0.114 -0.058 0.285
Si 15.497 5.303 27.163 0.073 -0.018 0.203
Si 2.197 8.141 28.469 0.067 -0.099 -0.01
Si 13.075 8.651 29.892 -0.089 -0.009 0.047
Si 2.704 1.815 25.363 0.071 -0.085 0.301
Si 13.689 1.418 27.128 0.036 -0.039 0.288
Si 3.42 3.651 30.389 -0.081 0.034 -0.176
Si 1.27 5.602 29.407 0.074 -0.108 0.028
Si 5.623 8.41 31.159 0.152 0.014 -0.317
Si 14.72 14.686 31.005 -0.088 0.069 -0.105
Si 9.405 9.093 28.189 0.117 0.083 -0.007
Si 5.721 2.136 26.099 -0.022 0.053 0.061
Si 10.617 15.469 26.889 0.096 -0.068 0.057
Si 5.693 11.584 30.595 0.126 -0.132 -0.208
Si 6.64 6.622 24.481 -0.123 0.109 0.127
Si 2.765 15.223 28.141 -0.161 0.086 0.005
Si 9.6 11.856 29.601 0.175 -0.115 -0.276
Si 9.547 3.953 29.916 0.122 0.071 -0.133
Si 1.551 13.03 23.415 0.073 -0.023 0.223
Si 10.657 6.948 30.254 0.058 0.051 -0.304
Si 14.502 5.92 33.351 0.111 0.062 0.147
Si 9.635 1.61 28.327 0.214 0.037 -0.028
Si 15.708 9.706 31.164 -0.044 -0.151 -0.185
Si 3.849 1.728 32.74 -0.055 0.065 -0.194
Si 15.999 0.993 31.921 0.017 -0.092 -0.249
Si 0.561 7.093 31.826 -0.066 0.147 -0.271
Si 3.239 7.608 33.03 -0.092 -0.046 -0.228
Si 13.755 2.969 32.756 0.22 0.025 0.036
Si 3.643 11.836 32.678 -0.069 0.006 -0.061
Si 6.895 6.019 32.354 0.013 0.064 -0.445
Si 8.412 2.244 32.11 -0.094 0.101 -0.356
Si 12.527 11.451 29.824 -0.014 -0.063 -0.059
Si 9.584 6.854 33.126 0.097 0 0.119
Si 7.279 0.449 30.039 0.058 0.026 0.033
Si 9.838 12.61 32.677 0.2 -0.068 0.002
Si 12.817 15.352 28.803 0.078 0.033 -0.042
Si 12.104 0.336 24.727 -0.077 -0.006 0.305
Si 11.001 1.581 33.155 0.062 0.026 -0.327
Si 12.091 14.113 31.333 0.071 0.113 -0.275
Si 7.476 13.968 29.366 -0.02 0.128 -0.155
Si 15.197 12.225 32.744 0.078 0.126 -0.241
O 16.266 0.629 33.498 -0.027 -0.229 0.388
O 10.747 0.09 25.603 0.244 -0.022 -0.049
O 2.716 2.167 33.828 0.103 -0.178 -0.031
O 3.289 0.598 31.684 0.155 -0.044 0.194
O 15.063 5.617 34.847 -0.306 0.152 -0.034
O 1.063 4.131 34.659 0.126 -0.185 0.757
O 1.092 9.867 0.264 0.375 -0.253 -0.04
O 4.25 8.35 32.017 -0.025 0.282 0.304
O 15.537 13.379 31.6 0.182 -0.095 0.07
O 0.036 11.793 33.736 0.045 -0.079 0.108
O 2.914 13.088 33.449 -0.202 -0.204 0.005
O 1.389 15.055 34.356 -0.161 -0.011 0.063
O 6.779 15.2 34.127 -0.074 0.004 0.651
O 5.075 1.005 33.577 0.143 -0.112 0.168
O 7.884 2.723 33.577 -0.02 -0.022 0.258
O 6.212 0.642 26.629 0.163 -0.065 0.025
O 3.928 6.742 34.236 0.119 0.14 0.068
O 5.919 5.342 33.471 -0.195 -0.052 0.186
O 8.401 5.771 32.876 -0.087 -0.184 0.225
O 8.953 8.108 33.952 0.128 0.209 0.284
O 6.729 9.684 34.421 0.2 -0.35 0.354
O 4.3 10.908 33.87 -0.044 0.109 0.123
O 8.517 13.236 33.417 0.028 0.132 0.314
O 9.496 11.885 31.24 -0.319 -0.2 0.294
O 8.89 3.593 31.349 -0.175 -0.06 -0.068
O 9.76 1.315 32.133 -0.029 -0.236 -0.097
O 12.186 2.513 32.495 -0.332 -0.165 -0.047
O 14.176 2.548 34.275 0.158 0.092 0.007
O 10.745 6.057 33.94 0.136 0.151 0.119
O 12.352 4.237 35.037 0.099 -0.132 0.205
O 0.2 8.67 32.059 -0.032 0.05 0.052
O 14.024 12.76 33.754 -0.243 -0.003 0.468
O 10.554 11.532 33.685 0.064 0.034 0.057
O 12.155 9.45 34.407 -0.225 0.137 0.168
O 12.446 14.641 34.902 -0.116 0.202 0.06
O 11.598 0.138 33.566 0.106 0.046 -0.069
O 0.309 15.928 24.558 -0.112 0.009 -0.232
O 2.033 3.843 21.706 0.132 0.014 0.414
O 4.481 3.863 22.854 -0.04 0.063 0.131
O 3.676 1.625 21.72 -0.06 -0.046 0.314
O 2.97 10.311 25.244 0.248 0.274 0.103
O 2.783 0.2 25.069 0.202 -0.037 0.006
O 3.701 7.082 22.026 -0.105 -0.057 -0.318
O 2.258 8.625 20.74 0.204 -0.219 -0.156
O 15.758 1.95 24.477 -0.157 0.104 -0.369
O 1.338 14.022 22.118 0.108 0.143 -0.434
O 5.362 11.318 20.89 0.047 -0.278 -0.387
O 7.784 9.462 24.711 -0.034 0.379 -0.173
O 9.539 2.441 26.913 0.142 0.015 -0.029
O 7.006 3.743 22.251 0.121 0.288 -0.11
O 10.695 0.136 20.8 0.217 0.012 -0.333
O 8.664 2.231 20.934 -0.271 0.19 -0.094
O 7.213 9.581 22.024 -0.269 -0.106 -0.349
O 6.098 10.179 26.53 -0.204 -0.039 -0.016
O 8.466 4.841 26.511 -0.003 0.145 -0.242
O 9.553 8.521 23.019 0.251 0.21 0.069
O 7.718 14.12 20.814 0.239 -0.323 -0.231
O 5.654 16.146 20.931 -0.321 0.164 -0.283
O 9.91 13.063 21.622 0.089 0.176 0.324
O 11.595 12.047 23.244 0.19 0.164 -0.247
O 11.106 5.206 20.696 -0.099 0.143 -0.466
O 11.934 2.723 21.141 0.194 -0.022 -0.202
O 14.265 2.414 22.059 0.176 -0.235 0.227
O 0.001 0.927 22.049 -0.205 0.245 -0.238
O 14.109 7.787 21.044 -0.375 -0.011 -0.437
O 12.465 9.703 22.099 0.105 -0.104 -0.312
O 5.762 7.475 23.408 0.035 0.113 -0.172
O 16.287 5.705 21.065 0.141 0.037 -0.617
O 14.478 16.233 23.196 -0.112 0.124 0.082
O 12.851 14.776 21.569 -0.332 0.06 -0.132
O 0.311 10.569 20.764 -0.065 0.451 -0.595
O 14.886 12.239 21.612 -0.221 -0.082 -0.089
O 1.367 2.221 26.24 0.041 0.004 -0.245
O 0.126 12.246 23.749 0.007 -0.175 -0.005
O 12.273 7.27 30.215 0.181 -0.115 -0.189
O 6.388 5.652 28.184 0.256 -0.128 -0.236
O 2.571 9.032 29.791 -0.042 0.165 0.239
O 15.812 4.145 26.023 -0.099 0.009 -0.028
O 3.275 7.741 24.589 0.001 -0.006 -0.131
O 3.067 8.526 27.147 0.116 0.212 -0.094
O 2.773 11.95 23.221 0.067 0.013 -0.055
O 15.088 9.615 26.787 0.089 0.019 -0.181
O 3.318 13.275 20.731 -0.222 0.09 0.1
O 2.495 2.553 23.936 -0.412 0.203 -0.158
O 6.599 14.63 28.091 -0.164 -0.223 -0.21
O 1.624 15.206 26.953 -0.022 0.012 -0.225
O 11.075 4.667 27.387 0.047 0.067 -0.154
O 6.625 5.332 30.898 0.185 -0.115 0.289
O 8.268 4.07 28.923 0.098 0.031 0.214
O 6.127 5.079 24.501 0.088 -0.149 -0.088
O 9.093 6.378 21.708 -0.138 0.095 -0.203
O 6.409 7.476 25.869 -0.049 -0.029 -0.058
O 9.117 11.033 23.041 0.089 -0.177 0.131
O 4.209 9.635 23.018 -0.05 0.084 -0.057
O 7.377 12.512 26.017 -0.047 -0.002 0.103
O 9.302 13.315 24.211 0.217 0.317 -0.276
O 12.25 15.272 24.048 -0.142 0.014 -0.269
O 12.11 1.534 23.603 0.193 0.172 -0.452
O 12.494 4.142 23.174 0.112 0.029 -0.165
O 12.841 2.815 27.046 -0.287 0.091 -0.204
O 12.707 12.617 30.936 0.208 0.033 0.257
O 10.905 6.292 23.747 0.085 0.274 -0.032
O 0.614 8.443 28.154 -0.246 0.271 0.214
O 12.676 10.917 26.632 -0.057 0.182 0.078
O 13.855 11.255 28.839 -0.164 0.188 0.206
O 11.569 9.901 24.627 -0.115 -0.004 -0.09
O 14 11.057 23.823 0.084 -0.131 0.126
O 3.038 2.249 29.603 0.108 -0.124 -0.059
O 1.983 4.473 30.347 -0.15 -0.156 0.195
O 6.166 2.47 24.54 -0.205 0.092 -0.003
O 4.463 4.679 29.663 -0.212 0.171 -0.062
O 2.676 11.156 31.497 -0.104 0.117 0.336
O 2.43 6.536 28.706 -0.029 0.05 -0.162
O 4.706 11.496 29.335 -0.054 -0.078 -0.051
O 5.179 11.683 24.506 0.102 0.096 -0.203
O 0.893 8.616 25.557 0.021 0.097 -0.188
O 13.138 8.782 28.26 0.182 0.05 -0.214
O 2.195 16.125 29.38 0.174 0.106 0.158
O 3.167 13.744 28.69 -0.124 0.113 0.051
O 10.258 0.126 28.094 -0.078 0 -0.046
O 6.381 3.236 27.117 0.168 0.002 -0.164
O 5.369 7.413 29.845 0.192 0.207 -0.083
O 8.231 6.568 24.156 0.066 -0.022 0.061
O 10.579 9.361 27.086 0.218 0.001 0.072
O 12.26 9.961 30.485 -0.045 0.074 0.037
O 4.634 12.342 26.951 -0.156 0.054 -0.112
O 8.089 8.669 27.356 0.02 -0.126 0.022
O 9.474 14.326 26.585 0.056 0.202 -0.159
O 5.8 0.395 29.333 0.079 0.164 -0.103
O 15.293 1.76 27.116 0.043 0.121 -0.112
O 12.723 5.179 25.486 0.026 0.148 0.007
O 15.584 6.847 26.594 -0.253 -0.083 -0.25
O 13.955 5.093 27.752 -0.077 0.082 -0.081
O 2.098 6.735 32.257 0.234 0.014 0.162
O 13.273 0.508 28.439 -0.196 0.089 -0.118
O 14.616 8.721 30.426 0.024 -0.13 0.362
O 10.04 11.711 26.134 0.023 -0.056 -0.042
O 15.602 16.021 31.137 0.242 0.057 0.059
O 2.022 13.968 24.682 0.13 -0.058 -0.019
O 14.821 2.151 31.8 0.011 -0.059 -0.073
O 12.049 14.801 27.431 -0.062 -0.233 0.134
O 4.074 2.258 26.14 0.02 -0.061 -0.009
O 0.904 1.481 31.05 0.053 -0.051 0.232
O 15.895 6.197 32.599 0.054 -0.037 -0.158
O 0.382 6.64 30.282 -0.134 0.283 0.035
O 13.611 7.298 33.588 -0.224 0.163 0.099
O 13.839 4.616 32.584 -0.061 0.159 -0.197
O 6.08 9.975 30.86 -0.198 0.062 0.358
O 10.835 13.875 32.323 0.012 0.036 -0.093
O 11.714 15.036 30.01 -0.287 -0.05 0.116
O 4.986 12.301 31.869 -0.143 0.197 -0.043
O 2.446 8.768 33.802 0.31 0.213 -0.145
O 9.87 7.847 29.131 0.031 -0.016 0.083
O 4.05 3.134 31.839 0.003 0.048 0.295
O 4.155 15.806 27.529 0.241 0.041 0.056
O 7.247 1.341 31.4 0.08 0.222 0.278
O 6.73 7.649 32.107 0.212 -0.05 0.281
O 2.321 11.372 28.656 -0.095 -0.031 0.174
O 10.396 5.345 30.043 0.094 -0.066 -0.055
O 10.424 3.97 24.909 0.018 -0.061 -0.1
O 10.259 2.102 34.551 -0.146 0.24 0.15
O 9.004 10.427 29.062 -0.256 0.124 -0.088
O 7.772 15.293 30.306 0.074 -0.036 -0.092
O 11.149 11.89 29.043 -0.043 -0.1 -0.016
O 10.408 2.639 29.374 0.187 0.087 0.312
O 8.185 1.254 28.958 -0.002 0.188 -0.061
O 14.296 13.675 23.658 -0.29 0.089 0.233
O 13.342 0.6 25.767 -0.187 -0.138 -0.006
O 14.832 10.811 31.99 -0.1 0.046 0.127
O 10.145 7.419 31.718 0.108 0.257 0.169
O 0.223 4.995 28.313 0.093 -0.095 0.055
O 0.385 10.536 30.248 -0.029 -0.064 0.101
O 8.875 13.19 28.953 0.076 -0.065 -0.062
O 6.791 12.714 30.169 -0.011 0.035 0.305
O 13.391 14.874 31.965 0.084 -0.116 -0.11
O 14.191 14.611 29.414 -0.098 -0.084 -0.235
Si 0.035 16.366 5.441 -0.057 0.048 0.078
Si 2.792 2.717 5.348 0.013 0.052 -0.08
Si 0.019 5.468 5.379 -0.035 0.057 0.006
Si 2.682 8.248 5.339 -0.027 0.029 -0.037
Si 16.387 10.979 5.378 0.062 -0.022 -0.032
Si 2.748 13.718 5.372 0.06 -0.022 0.001
Si 5.481 0.019 5.285 0.014 0.017 -0.122
Si 8.147 2.744 5.315 0.033 -0.082 -0.033
Si 5.46 5.453 5.358 -0.06 0.032 -0.046
Si 8.155 8.26 5.345 0.024 0.005 -0.022
Si 5.458 10.987 5.343 -0.027 0.034 -0.028
Si 8.145 13.714 5.341 0.033 0.002 -0.06
Si 10.925 16.369 5.335 0.036 0.026 -0.066
Si 13.615 2.723 5.404 -0.003 0.004 -0.01
Si 10.85 5.493 5.372 -0.057 -0.082 -0.008
Si 13.615 8.241 5.454 0.019 -0.085 0.018
Si 10.87 10.979 5.374 0.007 -0.031 -0.02
Si 13.633 13.651 5.355 -0.054 -0.017 -0.077
Si 1.404 1.374 6.737 -0.066 -0.005 0
Si 4.116 4.091 6.733 0.005 -0.021 0.043
Si 1.363 6.858 6.738 0.024 -0.036 0.008
Si 4.078 9.603 6.7 -0.021 -0.014 -0.01
Si 1.378 12.329 6.733 -0.043 -0.016 -0.013
Si 4.128 15.076 6.712 -0.079 0.004 -0.001
Si 6.819 1.367 6.701 -0.03 0.06 0.016
Si 9.507 4.094 6.721 0.029 0.059 -0.026
Si 6.812 6.854 6.704 -0.007 0.003 0.007
Si 9.531 9.59 6.734 0.013 -0.016 -0.006
Si 6.817 12.333 6.727 0.023 -0.042 0.018
Si 9.539 15.044 6.717 -0.012 0.016 0.033
Si 12.256 1.341 6.744 -0.001 0.016 -0.005
Si 15.021 4.101 6.727 0.017 -0.002 -0.013
Si 12.246 6.83 6.757 0.045 0.036 -0.026
Si 15.026 9.605 6.762 -0.064 0.058 0.007
Si 12.267 12.308 6.74 0.013 0.042 0.005
Si 15.019 15 6.739 0.096 -0.055 0.031
Si 0.001 2.734 8.076 0.038 0.049 0.018
Si 2.754 0.005 8.1 0.023 0.008 0.003
Si 16.39 8.212 8.115 -0.004 -0.022 0.002
Si 2.737 5.473 8.08 -0.02 0.014 -0.005
Si 16.395 13.657 8.109 -0.048 -0.038 0.011
Si 2.728 10.949 8.107 -0.001 0.001 -0.002
Si 5.472 2.724 8.095 -0.017 -0.014 -0.004
Si 8.186 0.013 8.095 0.047 0.01 -0.008
Si 5.438 8.217 8.066 -0.008 -0.008 -0.008
Si 8.167 5.48 8.083 0.021 -0.01 0.003
Si 5.461 13.692 8.104 0.015 0.001 0.006
Si 8.174 10.956 8.094 -0.008 -0.01 0.002
Si 10.891 2.729 8.097 0.008 -0.02 0.009
Si 13.652 16.386 8.09 0.021 0.031 -0.007
Si 10.897 8.215 8.101 0.006 -0.016 0.01
Si 13.645 5.463 8.1 -0.025 -0.025 0.028
Si 10.904 13.68 8.094 0.021 -0.006 -0.018
Si 13.644 10.952 8.112 0.032 -0.028 0.006
Si 1.361 4.107 9.437 -0.043 -0.005 -0.003
Si 4.109 1.368 9.464 -0.015 0.014 0.005
Si 1.366 9.569 9.487 -0.006 0.007 -0.001
Si 4.096 6.84 9.448 -0.006 0 0.002
Si 1.371 15.033 9.449 -0.016 0.009 -0.014
Si 4.099 12.312 9.478 -0.016 0.001 -0.001
Si 6.824 4.102 9.458 -0.006 0.005 0
Si 9.548 1.367 9.489 -0.012 0.021 0
Si 6.811 9.571 9.442 0.008 0.008 -0.014
Si 9.544 6.831 9.451 0.012 0.008 0.002
Si 6.835 15.043 9.482 -0.015 -0.005 -0.018
Si 9.557 12.301 9.459 -0.001 -0.003 -0.009
Si 12.282 4.085 9.467 0.022 0.006 0.004
Si 15.034 1.357 9.434 -0.011 -0.015 -0.002
Si 12.286 9.564 9.46 0.018 0.001 -0.003
Si 15.018 6.83 9.474 -0.006 0.017 0.01
Si 12.286 15.029 9.462 -0.021 -0.005 -0.006
Si 15.031 12.292 9.475 0.01 0.012 0.013

Results
total energy: -115450.688 eV
total energy less fixed offsets of O -438.35, Si -107.03 eV per atom: 15.652 eV
